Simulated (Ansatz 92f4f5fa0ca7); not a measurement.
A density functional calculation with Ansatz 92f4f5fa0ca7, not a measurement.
Periodic cell of 240 atoms, Si148O92, from a study of silicon, its oxide and their interface. The atomic structure is a simulated model.
Doubt: the cutoff is far below the 930 eV that the study's wrapper takes by default for these files, so forces and energies are approximate.

Settings
functional: PBE
potential files: Ansatz PAW
basis: plane waves
wave-function cutoff: 580 eV
density cutoff ratio: 5
exchange-correlation grid ratio: 1
k mesh: 1 x 1 x 1, Gamma-centred
self-consistency stop: 5e-08 eV per atom in the density residual
occupations: fixed
spin: none
net charge: 0

Cell vectors (angstrom)
a	11.6015	0	0
b	0	10.938	0
c	0	0	33.1688

Atoms and the computed forces on them: element, x, y, z (angstrom), force x, y, z (eV/angstrom)
Si	0.0501	-0.2111	24.3557	-0.2331	-0.4339	-0.374
Si	3.9029	-0.0142	24.3159	0.0425	-0.3518	-0.1286
Si	7.8017	-0.3612	24.5501	0.0792	-0.4869	-0.1474
Si	1.8895	1.2349	24.3371	0.1496	0.3725	-0.3447
Si	6.0164	1.1479	24.3872	0.0718	0.3863	-0.3655
Si	9.6618	1.0374	24.6182	-0.0369	0.3054	-0.1645
Si	0.0852	5.1349	24.5805	-0.0349	-0.4895	-0.0779
Si	4.0072	5.3689	24.1761	0.0321	-0.2712	-0.476
Si	7.8726	5.3157	24.3802	0.1416	-0.4346	-0.2675
Si	1.9442	6.5677	24.4485	-0.1346	0.3815	-0.3105
Si	5.9571	6.6794	24.38	-0.0507	0.363	-0.2649
Si	9.8599	6.5725	24.5585	0.0804	0.338	-0.2285
Si	2.016	2.5667	26.3138	-0.0707	0.2497	0.2543
Si	5.8694	2.5943	26.3081	0.0022	0.2499	0.0781
Si	9.7005	2.5312	26.4728	0.036	0.1829	0.0884
Si	0.0524	3.8691	26.4986	0.0673	-0.2118	0.0685
Si	3.9386	4.018	26.2006	-0.0785	-0.1834	0.1979
Si	7.8094	4.0009	26.3736	-0.0204	-0.2381	0.0549
Si	2.0227	8.0624	26.3455	-0.0054	0.2306	0.0878
Si	5.8148	8.0328	26.3445	0.0284	0.2797	0.2626
Si	9.7578	8.0255	26.4373	-0.0551	0.1944	0.0649
Si	0.0703	9.4573	26.3647	-0.0175	-0.2848	0.1
Si	3.9262	9.5384	26.307	0.0299	-0.1653	0.0992
Si	7.7831	9.3343	26.4808	-0.0584	-0.2199	0.129
Si	0.0479	-0.0615	28.3104	0.0795	0.0718	-0.1251
Si	3.9102	-0.0733	28.3014	-0.0256	0.0758	-0.0264
Si	7.7474	-0.0783	28.3213	-0.0198	0.0802	-0.0336
Si	1.9912	1.3157	28.3308	0.058	-0.1116	-0.1068
Si	5.8271	1.3243	28.3232	-0.0189	-0.0295	-0.0577
Si	9.6892	1.2639	28.4172	-0.0248	-0.0894	-0.1052
Si	0.05	5.3991	28.3269	0.0002	0.082	-0.0273
Si	3.891	5.3642	28.2517	0.0347	0.0906	-0.0204
Si	7.7552	5.4131	28.3147	-0.0205	0.0688	-0.1154
Si	1.9841	6.7813	28.338	0.0266	-0.0506	-0.0834
Si	5.8	6.7713	28.3423	-0.048	-0.1372	-0.1185
Si	9.7107	6.75	28.3916	0.0297	-0.0981	-0.0877
Si	1.9336	2.7345	30.2696	0.0537	-0.1536	-0.0954
Si	5.8008	2.7345	30.2696	0.0193	-0.1265	-0.113
Si	9.6679	2.7345	30.2696	0.0231	-0.0823	0.1776
Si	0	4.1018	30.2696	0.13	-0.1653	0.0803
Si	3.8672	4.1018	30.2696	-0.0114	-0.2089	-0.2924
Si	7.7343	4.1018	30.2696	-0.0409	-0.1758	-0.0416
Si	1.9336	8.2035	30.2696	0.0781	-0.1631	-0.0703
Si	5.8008	8.2035	30.2696	-0.0428	-0.1434	-0.05
Si	9.6679	8.2035	30.2696	0.0401	-0.1034	0.0689
Si	0	9.5708	30.2696	0.0906	-0.2111	-0.0597
Si	3.8672	9.5708	30.2696	0.0752	-0.1313	-0.0748
Si	7.7343	9.5708	30.2696	-0.0723	-0.2186	0.0792
Si	0	0	32.2031	0.0075	0.0953	0.045
Si	3.8672	0	32.2031	-0.0079	-0.0174	-0.0352
Si	7.7343	0	32.2031	-0.0098	0.0372	0.0597
Si	1.9336	1.3673	32.2031	0.0094	-0.0511	-0.0829
Si	5.8008	1.3673	32.2031	-0.0029	-0.0988	-0.0485
Si	9.6679	1.3673	32.2031	-0.0081	-0.0678	0.0479
Si	0	5.469	32.2031	-0.0135	-0.0438	0.0054
Si	3.8672	5.469	32.2031	0.0078	0.1268	-0.0043
Si	7.7343	5.469	32.2031	0.006	0.059	0.0404
Si	1.9336	6.8362	32.2031	0.0046	-0.0726	-0.0359
Si	5.8008	6.8362	32.2031	0.009	-0.1271	-0.0262
Si	9.6679	6.8362	32.2031	-0.0037	-0.0343	0.0141
Si	1.9336	2.7345	0.9679	-0.0538	0.197	-0.1837
Si	5.8008	2.7345	0.9679	0.0691	0.2347	0.0323
Si	9.6679	2.7345	0.9679	-0.09	0.1436	0.3523
Si	0	4.1018	0.9679	-0.0536	0.0673	-0.2673
Si	3.8672	4.1018	0.9679	-0.0442	0.1388	0.1312
Si	7.7343	4.1018	0.9679	-0.0069	0.1271	-0.0686
Si	1.9336	8.2035	0.9679	-0.0443	0.2366	0.1133
Si	5.8008	8.2035	0.9679	0.0251	0.2091	0.2953
Si	9.6679	8.2035	0.9679	-0.0848	0.292	0.0335
Si	0	9.5708	0.9679	-0.0924	0.1453	0.0963
Si	3.8672	9.5708	0.9679	0.0377	0.1251	-0.329
Si	7.7343	9.5708	0.9679	-0.0092	0.2249	-0.05
Si	-0.0498	0.0692	2.8963	-0.0742	0.128	0.1314
Si	3.8706	0.0871	2.8148	-0.0383	0.1281	0.1153
Si	7.6978	0.0451	2.9006	0.0251	0.096	0.1055
Si	1.9065	1.4185	2.8926	-0.0275	-0.1168	0.0764
Si	5.7834	1.4719	2.9485	0.0523	-0.1221	0.0269
Si	9.6236	1.4586	2.9917	0.0287	-0.0673	0.0526
Si	-0.0634	5.557	2.8081	-0.0587	0.0589	0.0986
Si	3.8353	5.5611	2.883	0.0694	0.1074	0.154
Si	7.7135	5.5298	2.8743	0.0151	0.0991	0.1707
Si	1.8734	6.9063	2.9328	-0.0045	-0.0389	0.1147
Si	5.7806	6.9118	2.9688	-0.0388	-0.1001	0.0308
Si	9.6311	6.9221	2.9266	-0.016	-0.1083	0.0166
Si	1.8553	2.9899	4.6786	-0.0118	0.229	0.0331
Si	5.7361	2.9295	4.8862	0.1026	0.2389	-0.0617
Si	9.6103	2.8487	5.0251	0.1169	0.2518	-0.2128
Si	-0.0888	4.3252	4.7715	0.079	-0.1355	-0.1476
Si	3.7858	4.3191	4.884	0.0714	-0.1695	-0.2536
Si	7.7043	4.2931	4.8826	0.0052	-0.2144	-0.1727
Si	1.8441	8.4158	4.8233	0.0361	0.1902	-0.1933
Si	5.7206	8.2474	4.9992	-0.0145	0.1804	-0.1218
Si	9.6538	8.2764	4.9092	-0.0796	0.1786	-0.3215
Si	-0.101	9.7901	4.9208	-0.0892	-0.1242	-0.0381
Si	3.8227	9.6639	4.6953	-0.0702	-0.1583	-0.1337
Si	7.6978	9.607	4.8317	0.0383	-0.197	-0.1521
Si	-0.0372	0.3463	6.8595	0.4653	-0.2376	0.2501
Si	3.6809	0.248	6.4338	0.0884	-0.289	0.1629
Si	7.6819	0.0888	6.6849	0.0395	-0.31	0.2325
Si	1.8361	1.6914	6.5669	-0.2169	0.3354	0.0571
Si	5.7214	1.3495	6.6208	-0.2031	0.1647	0.3624
Si	9.4905	1.5875	7.1122	-0.3413	0.3983	0.6675
Si	0.0904	5.8083	6.6305	-0.0799	-0.444	0.0585
Si	3.6179	5.6834	6.85	-0.1657	-0.3284	0.3615
Si	7.6778	5.6937	6.8235	-0.0104	-0.4637	0.3284
Si	1.9289	7.3012	6.8588	-0.0239	0.5104	0.4826
Si	5.6468	6.8532	7.0191	0.0494	0.2568	0.5799
Si	9.6983	6.9893	6.896	0.2192	0.312	0.278
O	7.545	4.582	8.0558	-0.0346	0.1578	-0.2403
O	5.5259	7.499	8.5794	-0.0152	-0.2394	-0.6808
O	0.6687	10.4801	8.1731	-0.2778	0.0816	-0.2958
O	5.608	1.8641	8.2038	0.0315	0.0157	-0.3595
O	2.0105	8.2319	8.3145	-0.0811	-0.2833	-0.4145
O	10.0795	8.0295	8.1764	-0.1246	-0.1646	-0.5607
O	11.9527	4.6095	7.7658	-0.0328	0.14	-0.0907
O	7.4506	9.9788	7.9894	0.0645	0.031	-0.3916
O	3.4918	10.2711	7.8182	-0.1326	0.077	-0.0805
O	1.8947	2.4607	8.0708	0.0566	-0.0055	-0.1798
O	3.075	4.8078	8.2122	0.2028	0.2408	-0.3217
O	9.0861	2.5063	8.5409	0.3162	-0.5377	-0.7361
O	3.6718	0.2175	20.9947	-0.0289	-0.0606	0.1957
O	1.9289	4.3609	21.4342	-0.0253	0.1093	0.2289
O	6.0949	7.6888	23.0535	-0.089	-0.2345	0.2895
O	5.9166	9.84	21.5006	0.0624	0.1361	0.1782
O	10.2641	7.4929	23.2189	-0.1819	0.0189	0.2
O	0.0174	9.7668	22.9533	0.0464	0.3102	0.407
O	7.944	4.3473	22.9945	-0.0881	0.3259	0.3766
O	9.3204	2.0697	23.3574	0.1383	0.1092	0.0693
O	7.9533	9.6207	23.1545	0.0435	0.1303	0.2884
O	6.5942	2.0529	23.0637	-0.2613	-0.1619	0.2915
O	0.2521	-1.3784	19.2211	-0.0245	-0.0806	0.1278
O	-0.0543	4.2008	23.1758	-0.0242	0.1114	0.2367
Si	8.023	2.7557	22.645	0.0895	-0.1952	-0.2984
Si	-3.3333	6.962	13.925	0.0137	-0.0319	0.0664
Si	6.3668	11.3305	15.2677	0.0373	-0.0368	0.1671
Si	0.022	8.1634	22.6121	-0.0225	-0.2201	-0.4419
Si	3.832	-2.2774	12.2165	-0.1337	0.1409	0.0109
Si	-5.9833	8.2902	14.6283	-0.0807	-0.0513	0.0385
Si	-1.3354	5.8633	18.5668	0.0241	0.0887	-0.0048
Si	-5.1367	1.3396	18.2177	0.0961	0.0044	0.0227
Si	-1.1488	-1.6595	13.9431	0.1514	-0.051	0.0318
Si	8.1131	3.6409	9.2526	-0.0883	0.158	0.4502
Si	-2.4104	4.7636	15.8018	0.1763	0.067	0.0743
Si	6.4403	4.0358	16.8017	0.0436	-0.0048	0.117
Si	-0.5507	0.1783	16.2582	0.0223	-0.1005	0.1715
Si	-7.4838	2.5326	15.4835	-0.1187	-0.0146	0.0171
Si	3.7886	-9.564	19.8574	0.0756	-0.0071	-0.3621
Si	12.3299	7.9784	11.7214	0.0916	-0.0776	0.2025
Si	7.666	10.0623	9.6021	-0.1327	0.1314	0.407
Si	8.4026	6.0127	11.0432	-0.1166	0.0389	0.1865
Si	2.1211	9.8653	8.6326	0.2401	0.1657	0.3734
Si	3.5429	4.3154	21.2604	-0.1886	0.0729	-0.6388
Si	-1.2804	-0.7857	19.091	0.0923	-0.0449	-0.0679
Si	4.2883	9.7652	21.5803	0.0241	-0.0418	-0.5003
Si	-0.822	3.3071	13.456	0.1225	0.0454	-0.0301
Si	1.7933	1.8206	17.5949	-0.0793	0.0577	-0.0431
Si	12.1108	7.9593	19.5199	0.0034	0.1977	-0.4462
Si	6.9497	8.7696	22.1854	0.0167	-0.0073	-0.3944
Si	8.9717	1.5988	19.9044	0.1968	-0.128	-0.3564
Si	10.0891	8.4335	9.7481	-0.0041	-0.0831	0.6779
Si	5.9878	1.7003	9.7733	-0.1335	-0.1345	0.3011
Si	8.1542	7.8058	19.4404	0.2081	-0.0561	-0.4377
Si	-5.8226	7.0686	17.5701	0.0933	0.0679	0.0421
Si	2.0995	13.6582	13.0804	-0.0332	0.0906	-0.1703
Si	-0.2979	3.2409	19.3875	-0.1934	0.1567	-0.4264
Si	13.2694	4.0166	8.5278	-0.1138	-0.2082	0.2827
Si	12.4823	4.7695	11.5055	0.0515	0.106	0.3611
Si	5.9351	7.5895	10.1507	0.0003	-0.0488	0.5556
Si	-8.2238	0.4897	11.1561	0.0661	-0.0209	0.3845
Si	-2.3891	1.0123	14.0444	0.069	0.0187	0.0326
Si	0.8799	3.3426	22.1528	-0.1375	0.0025	-0.4848
Si	3.5584	7.1629	19.8019	-0.1821	-0.0175	-0.3348
O	11.5771	8.631	10.416	-0.055	0.0524	-0.3095
O	1.7016	2.1921	22.9617	0.1331	-0.3176	0.3984
O	2.2573	-2.5127	11.9438	0.0003	-0.0113	-0.064
O	8.5701	5.966	12.669	-0.0106	0.0256	-0.2013
O	6.8399	-4.6235	10.6371	-0.035	-0.0298	-0.1903
O	-3.8871	0.924	19.1454	0.0101	0.031	0.0726
O	-1.7244	2.5663	18.9386	0.0184	-0.0497	0.1784
O	-5.1901	2.9541	18.0145	-0.009	0.0457	-0.0084
O	6.7089	11.4234	16.8567	-0.0127	-0.0102	-0.0462
O	-4.6475	7.9112	18.3357	-0.0452	0.0099	0.0742
O	0.7685	6.3749	11.4874	-0.0403	0.0307	-0.0661
O	16.0305	7.2536	18.4417	-0.0102	-0.0009	0.0814
O	4.2064	15.3801	22.7487	0.1174	0.2266	0.7802
O	2.0162	7.4092	19.35	0.0948	-0.0458	0.1186
O	3.8844	5.6695	20.3918	0.0084	-0.166	0.2909
O	-0.425	-1.1969	15.352	-0.0204	0.0229	-0.038
O	11.5583	7.77	21.0319	-0.0599	0.0831	0.5159
O	8.8695	4.6104	10.3481	0.0473	-0.1281	-0.3156
O	0.9211	0.7896	16.6594	0.0277	-0.0139	-0.0308
O	4.1037	10.2736	12.076	0.0119	0.0466	-0.1111
O	-1.3103	4.1796	14.7505	-0.0164	-0.0082	0.0118
O	7.0671	0.5294	10.141	0.1154	-0.0831	-0.1388
O	-3.0884	6.1416	15.29	-0.0117	0.0308	0.0029
O	-2.3864	8.9802	19.1338	-0.0963	-0.047	0.0757
O	5.4133	7.6505	16.1017	-0.0387	0.0144	-0.0216
O	10.0102	5.1105	17.1588	-0.0618	-0.0521	-0.0927
O	11.0753	4.2442	12.1525	-0.0483	-0.0386	-0.0331
O	-1.4941	1.2146	15.4149	-0.0646	0.0158	-0.0275
O	6.8376	8.9134	10.3783	0.048	0.0804	-0.1355
O	3.863	8.378	20.8412	0.0436	0.1339	0.2243
O	-2.733	-4.5921	19.255	-0.061	0.0371	0.0933
O	1.2142	4.1024	10.0759	0.1087	-0.0591	-0.3876
O	-3.9842	0.9738	14.3823	-0.0352	-0.0222	-0.0533
O	9.3731	7.2196	10.5643	0.0856	0.1024	-0.2
O	7.6729	7.9513	20.9809	-0.0767	0.0467	0.3969
O	6.8354	3.0524	10.1215	0.1113	0.0483	-0.1806
O	1.4275	-3.4073	23.1664	0.2198	-0.1744	0.245
O	3.9433	2.903	20.4818	0.0087	0.1093	0.2128
O	-5.4557	9.8057	14.8059	0.0178	0.0562	-0.0449
O	2.454	1.1662	18.9349	0.0724	-0.0167	0.1409
O	-0.0489	8.4945	13.0492	-0.0786	0.0515	-0.0426
O	-8.548	2.3857	16.7209	0.0591	0.0126	-0.0089
O	9.2496	9.8309	9.959	0.0681	0.0586	-0.197
O	8.3356	2.5297	21.0663	-0.1298	0.1363	0.3879
O	11.246	7.1499	18.3913	0.028	-0.0283	0.0782
O	-2.386	8.2567	14.0968	-0.0541	0.0037	0.0167
O	-0.5408	4.8385	19.5456	0.0349	-0.0758	0.1169
O	0.5999	2.4986	13.7341	-0.0652	0.0145	0.0512
O	4.5852	1.4394	10.5746	0.1381	0.118	-0.2548
O	4.6313	-3.1865	11.1175	0.104	-0.0521	-0.2506
O	-6.6413	1.1926	15.0942	0.0201	-0.0127	-0.0499
O	6.7226	7.4351	13.795	0.0263	0.0026	-0.0388
O	7.8951	3.7995	16.0705	-0.054	-0.0072	-0.0325
O	3.2547	2.8569	14.1769	0.079	0.0348	0.0696
O	13.7147	4.2271	12.4276	-0.071	-0.126	-0.0339
O	-1.647	0.3172	20.2572	-0.0456	0.0142	0.1069
O	5.1819	3.7321	15.7996	-0.0005	0.0338	-0.048
O	-1.8192	-0.3203	13.2768	-0.0612	0.0165	-0.0231
O	2.4468	10.579	10.0988	-0.19	-0.2879	-0.4937
O	4.2447	-2.6964	13.7414	0.0682	-0.0351	0.0765
O	2.4173	1.4883	12.0417	0.0293	-0.076	-0.0671
O	6.2648	5.5198	17.4341	-0.0206	-0.1006	-0.038
O	5.0693	0.9589	18.9407	-0.1128	-0.0239	0.0917
O	-2.0471	2.2893	13.0892	-0.0386	-0.0561	0.008
O	-1.373	-0.1095	17.6225	-0.0218	0.06	-0.0574
O	3.7946	-1.2082	23.1296	-0.0606	0.179	0.5065
O	11.6868	2.6767	20.8768	0.0687	-0.0507	0.4233
O	0.796	2.9844	18.1889	0.0337	-0.0408	0.0999

Results
free energy: -146404.309 eV
free energy less fixed offsets of O -568.88, Si -635.61 eV per atom: 2.931 eV

The program warned: the cutoff lies below the one the program advises for these potential files; the forces do not sum to zero within the program's tolerance; the exchange-correlation potential is rough where the density is thin.
